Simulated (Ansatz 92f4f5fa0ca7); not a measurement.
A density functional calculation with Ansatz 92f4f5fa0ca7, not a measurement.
Periodic cell of 251 atoms, Si165O86, from a study of silicon, its oxide and their interface. The atomic structure is a simulated model.
Doubt: the cutoff is far below the 930 eV that the study's wrapper takes by default for these files, so forces and energies are approximate.
This geometry differs little from another in the collection (a relaxation step or a small displacement).

Settings
functional: PBE
potential files: Ansatz PAW
basis: plane waves
wave-function cutoff: 580 eV
density cutoff ratio: 5
exchange-correlation grid ratio: 1
k mesh: 1 x 1 x 1, Gamma-centred
self-consistency stop: 5e-08 eV per atom in the density residual
occupations: fixed
spin: none
net charge: 0

Cell vectors (angstrom)
a  10.938  0  0
b  0  10.938  0
c  0  0  37.3964

Atoms and the computed forces on them: element, x, y, z (angstrom), force x, y, z (eV/angstrom)
Si  0  0  0.683  0.0134  -0.0127  -0.0666
Si  5.469  0  0.683  -0.0428  0.0667  0.0397
Si  2.7345  2.7345  0.683  -0.0194  0.0192  0.0721
Si  8.2035  2.7345  0.683  -0.0346  0.0815  -0.0599
Si  0  5.469  0.683  0.0188  -0.024  0.0464
Si  5.469  5.469  0.683  -0.0364  -0.0225  -0.0537
Si  2.7345  8.2035  0.683  -0.0515  0.0267  -0.0727
Si  8.2035  8.2035  0.683  0.0539  0.0454  0.0448
Si  1.3673  1.3673  2.0503  -0.187  -0.1392  0.0688
Si  6.8362  1.3673  2.0503  0.1314  0.1652  -0.1161
Si  4.1018  4.1018  2.0503  0.2035  0.1957  -0.101
Si  9.5708  4.1018  2.0503  -0.2396  -0.1117  -0.0897
Si  1.3673  6.8362  2.0503  0.0273  0.3424  -0.1373
Si  6.8362  6.8362  2.0503  -0.079  -0.082  0.1692
Si  4.1018  9.5708  2.0503  -0.2034  -0.1649  -0.0764
Si  9.5708  9.5708  2.0503  0.0565  0.1797  -0.0269
Si  2.7345  0  35.3449  0.0727  -0.0763  0.1506
Si  8.2035  0  35.3449  -0.0778  0.1691  -0.1484
Si  0  2.7345  35.3449  -0.0075  0.0521  0.0673
Si  5.469  2.7345  35.3449  0.023  0.0683  -0.0004
Si  2.7345  5.469  35.3449  0.2607  -0.1262  -0.1263
Si  8.2035  5.469  35.3449  -0.2215  0.2378  0.0117
Si  0  8.2035  35.3449  0.0681  -0.0639  -0.0239
Si  5.469  8.2035  35.3449  0.147  -0.1355  -0.0894
Si  4.1018  1.3673  36.7122  -0.0428  0.0126  -0.0012
Si  9.5708  1.3673  36.7122  -0.0219  0.0542  0.0127
Si  1.3673  4.1018  36.7122  0.023  -0.0457  -0.0044
Si  6.8362  4.1018  36.7122  0.0305  -0.0269  -0.0009
Si  4.1018  6.8362  36.7122  0.0106  -0.0327  0.0062
Si  9.5708  6.8362  36.7122  -0.0396  0.018  0.013
Si  1.3673  9.5708  36.7122  0.0494  -0.0133  -0.0006
Si  6.8362  9.5708  36.7122  0.0115  -0.0657  0.0012
Si  4.6697  2.0939  29.2347  0.0016  0.0989  -0.093
Si  7.4329  2.1963  22.7544  -0.0251  -0.0061  -0.0236
Si  5.3396  0.6668  24.412  0.0374  -0.0106  0.0316
Si  9.4395  2.7338  26.9986  -0.0476  0.0467  0.0972
Si  -2.9309  0.1337  20.5111  -0.0029  0.0098  0.0464
Si  3.3539  0.8414  17.3249  0.0021  -0.0248  0.0015
Si  2.3595  3.9449  26.7224  0.0362  0.0838  0.0204
Si  12.3529  10.7098  24.7514  0.0113  -0.0642  0.0721
Si  -3.7602  -3.9854  28.339  -0.0404  -0.0235  0.0755
Si  2.5846  -2.3706  26.7096  0.008  0.0441  0.012
Si  4.31  4.831  25.5239  0.1009  -0.0428  -0.0771
Si  13.8325  4.8511  20.2041  -0.0074  -0.0002  0.0262
Si  4.1001  6.8837  31.1138  0.0153  -0.0145  0.016
Si  5.94  11.9408  13.4932  0.0506  0.0128  -0.0755
Si  5.4195  8.5871  23.53  0.0402  0.0086  -0.0288
Si  11.7913  13.0494  26.5971  -0.0546  -0.0925  0.0108
Si  0.3753  -4.9451  24.037  0.029  -0.0118  0.0161
Si  8.1685  0.2057  29.9811  0.0474  -0.009  0.0829
Si  -0.1709  0.3921  15.6013  -0.0147  -0.0102  0.0013
Si  7.049  4.2504  31.1201  -0.0016  0.0041  0.0758
Si  3.9558  1.2159  31.2185  -0.0596  -0.0245  0.0487
Si  8.4586  5.6272  29.8508  0.0209  0.0305  -0.0414
Si  0.83  11.7687  28.6212  -0.0022  -0.0102  0.0235
Si  5.7258  5.0859  27.5205  0.1394  -0.1887  -0.0406
Si  3.7349  4.111  28.5845  0.0602  -0.1217  0.1197
Si  9.5442  1.4053  31.4211  -0.0061  -0.0451  0.014
Si  1.3851  4.0181  31.3852  -0.0395  0.007  -0.0297
Si  2.661  -0.1667  29.7641  0.038  -0.021  0.0456
Si  5.5621  8.1839  29.6666  -0.0054  -0.0122  0.0744
Si  9.698  6.9446  31.2714  -0.0072  0.0082  -0.0067
Si  1.4345  9.5336  31.3211  0.0576  0.0548  0.0089
Si  12.0049  5.4786  28.0594  0.0477  -0.0532  0.1507
Si  0.0292  -0.0182  32.6563  -0.0164  -0.0056  -0.013
Si  5.4696  -0.0237  32.5527  0.0189  -0.0081  0.0165
Si  2.7785  2.687  32.6633  0.0441  -0.0181  -0.0028
Si  8.1836  2.8133  32.6514  -0.0183  0.0469  0.0074
Si  0.0176  5.4729  32.6402  -0.0088  -0.0161  0.0307
Si  5.4771  5.4709  32.4667  0.0084  -0.0003  -0.0065
Si  2.8183  8.1921  32.6364  -0.0203  -0.027  -0.0229
Si  8.2097  8.2402  32.5732  0.0088  0.0038  0.0216
Si  1.3774  1.3618  34.009  -0.0133  -0.0038  -0.0163
Si  6.8141  1.3792  33.9517  0.0009  -0.0078  0.0022
Si  4.1497  4.1101  33.9467  0.0043  0.0075  0.0078
Si  9.5739  4.1385  34.0072  -0.0218  -0.0013  0.006
Si  1.3973  6.8398  33.9811  0.0088  -0.001  -0.0036
Si  6.8312  6.8343  33.9213  -0.024  -0.0106  -0.0054
Si  4.1349  9.5858  33.9925  -0.0049  0.0015  -0.0021
Si  9.5665  9.5663  33.9862  0.0104  0.006  -0.0016
Si  2.7057  -0.0343  3.4182  -0.0127  -0.0143  0.004
Si  8.2122  0.0241  3.4138  0.0184  0.0048  -0.0126
Si  -0.0603  2.7005  3.4072  -0.0056  -0.0233  -0.0186
Si  5.5011  2.766  3.4051  -0.0012  0.0189  0.015
Si  2.7697  5.524  3.3815  0.0159  0.0048  -0.0188
Si  8.2061  5.4604  3.4359  -0.0106  -0.007  0.0132
Si  -0.0007  8.2266  3.4197  0.0063  0.0152  0.0126
Si  5.4616  8.2198  3.424  0.0079  -0.0035  0.0004
Si  4.1077  1.3729  4.6683  -0.0067  -0.0096  -0.0423
Si  9.5051  1.3707  4.8833  -0.0059  0.0096  0.0225
Si  1.3137  4.1705  4.5876  -0.0234  0.0204  -0.0339
Si  6.8489  4.1062  4.8687  0.0177  -0.0119  0.0203
Si  4.0906  6.8847  4.8359  0.0068  0.0065  0.023
Si  9.538  6.8971  4.7631  -0.0051  -0.0054  -0.0069
Si  1.2996  9.5951  4.872  0.0029  -0.0032  0.0156
Si  6.8226  9.6312  4.7502  -0.0329  0.0189  -0.0245
Si  -0.1149  -0.0008  6.3078  0.0274  -0.0035  0.0037
Si  5.4929  0.1094  6.0922  -0.0162  0.0102  0.0091
Si  2.8435  4.4625  12.9944  0.0198  -0.0202  -0.0573
Si  8.162  2.7201  6.3505  -0.0195  0.003  0.038
Si  -0.4543  7.6577  8.7736  -0.0487  -0.0321  0.0075
Si  4.7716  2.4344  8.8068  0.0148  -0.1001  -0.0143
Si  2.7071  8.2532  6.2384  -0.0605  -0.0435  0.0396
Si  4.3933  4.4052  10.3233  -0.0291  0.0328  0.0042
Si  6.8121  -3.9803  7.5604  -0.0838  -0.018  0.0967
Si  3.983  -1.1055  13.7732  -0.0063  0.0066  -0.0213
Si  7.1829  3.5766  13.1052  -0.0028  0.0301  -0.0152
Si  7.5448  -0.5657  9.0534  0.0012  -0.0197  0.0296
Si  -0.8624  1.4908  18.5646  0.0109  -0.0119  0.0209
Si  8.6451  5.9183  8.7066  0.0295  0.0511  -0.0002
Si  5.6691  8.6991  8.8254  -0.0439  -0.0791  0.0535
Si  15.0253  9.7632  7.4401  0.0048  0.0298  0.0287
Si  7.9603  -0.3154  11.4293  0.0006  0.019  -0.0645
Si  6.6973  1.3421  7.7767  -0.0063  0.0073  0.0023
Si  -1.2789  4.221  7.4529  0.0112  0.0184  -0.0202
Si  1.325  1.5872  7.3233  -0.0608  -0.0018  -0.0018
Si  0.0431  5.5189  6.005  -0.0252  -0.008  0.0147
Si  13.5891  2.7702  5.8158  0.0444  -0.0553  0.0269
Si  1.9188  9.5122  15.625  -0.0194  0.0705  0.0113
Si  2.054  11.0692  10.5691  0.0246  0.0538  -0.0425
Si  3.9947  4.0046  7.2327  -0.0146  0.056  -0.0427
Si  5.7515  -2.5464  18.0725  0.0135  -0.0028  0.0419
Si  4.2674  5.915  17.5087  -0.0022  -0.0326  0.0233
Si  11.5052  3.3931  8.6685  -0.0182  -0.0312  0.0238
Si  8.1313  8.2615  6.12  0.1254  0.0619  -0.0848
Si  13.4727  5.4772  -7.4078  -0.0584  0.0465  -0.1009
Si  1.364  6.7587  7.5399  0.0656  -0.0444  -0.0166
Si  9.4028  9.5031  7.6891  -0.0348  -0.0173  -0.0014
O  12.913  -0.336  23.2173  -0.0415  -0.0306  0.0555
O  38.5674  5.3761  10.1532  0.0412  -0.0137  0.0106
O  28.991  4.9356  14.0096  0.011  -0.0161  0.0053
O  2.9545  13.1579  16.5474  -0.003  -0.0063  -0.0164
O  8.6727  14.0868  23.2387  0.0297  0.0446  0.0557
O  17.0436  16.5961  22.255  0.0134  0.0137  0.0214
O  12.799  12.4576  11.4225  -0.0169  -0.0079  0.0179
O  15.6873  37.0052  24.0242  -0.0535  0.0136  0.0738
O  -6.0091  33.4111  17.0163  -0.0005  -0.0011  -0.002
O  -0.4028  5.4078  17.4793  -0.0032  -0.0109  0.0053
O  -31.2484  15.142  11.9904  -0.0109  0.0026  0.0424
O  11.6988  14.5392  15.9664  -0.0006  -0.0227  -0.0034
O  30.0891  -3.8533  21.7992  0.0033  -0.006  0.037
O  -6.5121  22.2978  13.3835  -0.0212  -0.026  0.037
O  13.0234  3.5157  19.6997  -0.0021  0.0023  -0.0015
O  8.204  12.1009  21.7576  -0.0067  -0.0067  0.0099
O  35.2121  40.7801  15.707  0.0106  -0.0266  0.0038
O  13.2222  12.5407  21.4382  0.0113  -0.0219  0.0252
O  12.7323  16.9559  20.5818  0.0056  -0.0149  -0.0022
O  21.5203  4.6591  24.6682  -0.0153  -0.0148  -0.0038
Si  -1.0234  19.7177  24.5724  -0.0871  0.0028  0.0714
Si  -1.72  52.1085  21.5812  -0.0129  -0.0133  -0.0475
Si  16.1635  20.7884  20.7285  0.0401  0.0037  -0.0124
Si  12.9221  12.8277  19.857  -0.0035  -0.0039  0.0061
Si  12.8454  13.5568  15.3745  -0.0017  0.0205  0
Si  22.4481  -2.5462  10.7842  -0.0485  -0.0314  -0.075
Si  22.7139  24.663  11.603  0.0082  -0.0111  -0.0842
Si  3.2663  17.8483  25.0323  -0.0494  0.0553  0.0424
Si  -3.5728  27.2641  10.616  -0.0008  -0.0206  -0.0429
Si  18.0574  38.7727  17.6102  0.0306  -0.0212  -0.0133
Si  -5.4665  38.3244  6.2017  0.015  -0.0098  0.0051
Si  14.0066  11.4303  22.3294  0.0455  0.0368  -0.0472
Si  -0.0969  26.8423  15.9427  -0.015  0.0095  0.0136
Si  9.5202  23.405  13.151  -0.0783  -0.0577  -0.0591
Si  11.4374  18.6312  27.7286  -0.0484  0.017  -0.0827
Si  5.7388  43.3184  16.0376  -0.0295  0.0041  -0.014
Si  -0.917  15.1953  28.6971  0.0783  0.0196  -0.043
Si  -23.6992  41.2415  27.3361  0.0225  0.0359  -0.1718
Si  18.5712  1.4849  28.0958  0.0414  -0.0688  -0.0132
Si  9.0049  -6.7128  24.4217  -0.0375  -0.0423  -0.0083
Si  18.2381  6.4666  23.0035  -0.0625  -0.0173  -0.0476
Si  6.826  20.5143  31.1453  -0.0385  -0.0224  -0.0065
Si  -2.6849  5.8455  14.7591  -0.0097  -0.0283  -0.0204
Si  3.6143  8.6355  11.25  0.0422  -0.0103  -0.0253
Si  -10.8905  30.2259  29.9323  0.0064  0.0332  0.0781
Si  20.6083  15.6084  18.6486  0.0264  0.0103  -0.0052
Si  -11.989  10.1222  28.8276  0.0261  0.0285  -0.0367
Si  -7.8887  22.544  8.5471  0.0695  0.0386  -0.0248
Si  21.9247  2.6092  30.058  0.0089  -0.0409  -0.0617
Si  -19.3891  15.9096  8.7312  -0.0329  -0.0088  0.031
Si  24.2265  17.3582  15.2348  -0.0142  -0.0554  -0.017
Si  16.3286  22.4913  27.508  -0.0683  -0.0077  -0.0839
Si  -10.7259  17.1567  20.9373  0.0109  0.0239  -0.0212
Si  4.1643  20.4913  28.319  -0.0246  -0.0256  -0.0074
Si  8.8384  29.5796  12.3469  0.009  0.0203  -0.0515
Si  17.518  25.2251  28.9899  -0.0677  0.2459  -0.0456
Si  27.077  37.1286  22.4459  0.0444  0.0086  -0.0464
O  -15.2234  40.4317  23.9694  -0.0192  -0.0205  0.0063
O  -23.391  41.842  23.0526  0.0232  -0.0056  0.0391
O  24.3048  9.9547  25.7808  -0.0332  0.0112  -0.0232
O  -24.4533  35.3847  13.5669  0.0045  -0.0029  0.0208
O  30.6286  30.6608  25.7266  0.0838  -0.0412  0.0905
O  -18.1437  38.2945  18.9731  -0.0028  -0.0017  -0.0033
O  32.1298  -10.0274  17.0533  -0.0144  -0.0109  -0.0046
O  32.5294  -14.5419  24.6669  0.0398  0.0143  -0.0241
O  -37.5508  35.8687  22.0636  0.0048  0.0096  0.0034
O  16.7991  2.6361  13.3539  0.0119  -0.0215  0.0092
O  4.2581  30.4393  12.7613  -0.0127  -0.0506  -0.0282
O  -19.1351  25.1553  14.1332  -0.0026  -0.0135  0.0066
O  -2.8441  26.8752  18.4623  -0.0057  -0.0097  0.0015
O  10.8073  24.3352  12.8511  0.0328  0.0241  0.0327
O  19.0903  16.5054  24.0631  0.0298  -0.0399  0.0203
O  31.3487  37.6207  15.0863  0.0016  -0.0088  -0.0105
O  -6.7776  33.9568  23.3712  -0.0309  0.0067  0.0036
O  4.759  19.1267  10.1713  0.0529  0.0244  -0.0424
O  8.7559  18.0558  13.8676  -0.0015  0.0249  -0.0074
O  6.7576  23.2434  23.998  -0.0075  -0.013  0.0025
O  -1.7053  55.3552  11.7895  0.0045  0.0325  0.0446
O  22.6347  38.9327  15.2199  0.0236  0.0203  -0.0095
O  -12.0961  46.8254  18.5056  -0.0199  0.0095  -0.0049
O  -6.1279  9.4894  15.1453  -0.0117  -0.001  -0.0091
O  -7.6181  32.1163  11.1868  -0.0056  -0.0046  0.0377
O  -2.3331  9.5625  20.6899  0.0185  -0.0098  0.0071
O  -2.386  25.3991  25.8152  -0.0484  0.0386  -0.0432
O  17.4212  42.3043  17.0879  -0.0021  -0.0048  -0.0043
O  16.6507  48.9151  17.3286  -0.0188  -0.0001  -0.002
O  -0.0352  20.9496  24.9088  0.0494  0.0027  -0.0312
O  -5.4308  31.8573  24.3587  -0.0126  -0.0256  -0.0135
O  21.8986  24.8734  10.2073  0.0429  0.0389  0.006
O  -23.1622  11.4621  14.4286  0.0167  0.0074  0.0254
O  26.4377  29.3957  17.3677  -0.0014  0.0103  -0.0118
O  15.0676  37.2078  11.9731  -0.0296  -0.0142  0.0078
O  52.5368  44.4949  19.2206  0.0095  0.0032  -0.0366
O  35.8966  12.0652  18.9077  -0.0039  0.0033  0.0076
O  24.7556  16.8629  13.75  -0.0164  0.0142  0.0152
O  4.9626  -9.8731  25.948  -0.0163  0.0299  0.0446
O  12.1813  45.0839  25.1704  -0.0151  0.0462  0.0203
O  -3.0616  17.6418  11.4685  -0.0285  0.0124  0.0506
O  1.1081  23.1216  15.0387  0.0252  -0.0145  -0.0065
O  -5.2706  19.7823  21.934  -0.01  -0.0029  0.032
O  0.5034  23.1907  19.4545  0.0058  -0.0043  0.0006
O  3.9107  26.3199  21.4377  -0.0121  0.0105  0.0018
O  -48.3107  0.0185  20.3751  -0.0196  -0.0188  -0.0028
O  -8.5414  20.8835  14.1185  0.0159  -0.0229  0.0032
O  13.4966  32.3042  16.8358  0.002  -0.0178  -0.0019
O  29.344  14.9645  11.5517  -0.0075  0.0113  0.0028
O  -4.0343  -3.6222  18.5093  -0.0178  0.0027  -0.0109
O  -7.1117  21.4273  21.2411  -0.0249  0.0004  0.03
O  12.9056  28.036  24.2801  0.0066  -0.0327  -0.0218
O  -0.4974  18.7901  11.9394  0.0151  0.0137  0.0426
O  -25.1075  17.3763  16.1646  0.0029  0.0076  -0.0065
O  0.303  31.6358  15.7164  0.024  0.0047  0.0065
O  14.9402  18.7766  23.8492  -0.0425  -0.0716  0.0284
O  -11.6584  27.0887  20.0686  0.0081  0.0023  0.028
O  33.5436  10.0565  10.6949  0.04  0.0064  0.0086
O  28.4545  55.1602  14.94  -0.0135  -0.0238  0.0168
O  -15.1873  22.2619  12.1791  -0.041  0.027  0.0388
O  14.1207  49.2968  16.3474  0.0243  0.0196  0.007
O  37.811  19.9739  19.3561  0.0016  -0.0088  -0.0248
O  21.5181  18.7082  20.8468  0.0083  -0.0208  0.0219
O  -8.7882  18.798  11.0602  0.0318  -0.0026  0.0327
O  21.9088  -5.1538  22.4797  -0.0057  -0.0183  0.0123
O  -2.7642  9.1759  12.1702  0.0264  -0.0744  0.0272

Results
free energy: -153796.757 eV
free energy less fixed offsets of O -568.88, Si -635.61 eV per atom: 2.573 eV

The program warned: the cutoff lies below the one the program advises for these potential files; the exchange-correlation potential is rough where the density is thin.
